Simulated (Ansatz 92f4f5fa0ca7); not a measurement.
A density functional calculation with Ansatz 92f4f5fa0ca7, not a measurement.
Periodic cell of 256 atoms, Si144O112, from a study of silicon, its oxide and their interface. The atomic structure is a simulated model.
This geometry differs little from another in the collection (a relaxation step or a small displacement).

Settings: functional r2SCAN; potential files Ansatz PAW; basis plane waves; wave-function cutoff 800 eV; density cutoff ratio 5; exchange-correlation grid ratio 1; k mesh 1 x 1 x 1, shifted by 0.5 0.5 0 of a step; self-consistency stop 1e-10 eV per atom in the density residual; occupations fixed; spin none; net charge 0.

Cell vectors (angstrom)
a, 10.88, 0, 0
b, 0, 10.88, 0
c, 5.3059, 4.7917, 37.9157

Atoms and the computed forces on them: element, x, y, z (angstrom), force x, y, z (eV/angstrom)
Si, 1.6485, -1.596, 0.1683, -0.002, 0.0015, -0.0041
Si, 4.3438, 1.0821, 0.1308, -0.0023, 0, -0.002
Si, 1.1409, 4.3556, 0.0447, 0.0008, -0.0013, -0.0022
Si, 3.8122, -3.8127, 0.1254, 0, -0.0011, -0.001
Si, -4.3553, -1.1285, 0.1121, -0.0005, -0.0002, -0.0001
Si, -1.6336, 1.6512, 0.0741, -0.0002, -0.0003, -0.0035
Si, 6.9991, 3.8205, 0.0201, -0.0009, 0.0006, -0.0006
Si, -1.1114, -4.3616, 0.0658, -0.0012, 0.0001, -0.0039
Si, 2.7808, -0.0375, 1.4735, 0.0006, 0.0004, -0.0017
Si, 5.4741, 2.6876, 1.3994, -0.001, -0.0003, -0.0011
Si, 2.6786, -5.4018, 1.4131, 0.0002, -0.0002, -0.0006
Si, 5.3965, -2.6872, 1.4413, 0.0001, 0.0003, 0.002
Si, -2.7508, 0.0372, 1.3736, -0.0001, -0.0003, -0.0003
Si, -0.0186, 2.768, 1.3615, -0.0005, 0.0002, 0.0009
Si, 8.1651, 5.3923, 1.3544, -0.001, -0.0003, 0.0015
Si, 0.0158, -2.7599, 1.3792, -0.0006, 0, -0.0006
Si, 1.353, 1.3708, 2.6933, -0.0006, 0.0008, 0
Si, 4.0784, 4.0789, 2.692, -0.001, -0.0003, -0.0001
Si, 1.3427, -4.0736, 2.8165, -0.0002, -0.0003, -0.0007
Si, 4.0922, -1.3654, 2.8744, 0, -0.0002, 0.0007
Si, 6.8072, 1.3601, 2.8102, -0.0008, -0.0004, -0.0004
Si, 9.5131, 4.0833, 2.7814, 0.0001, 0, 0.0011
Si, 6.8059, 6.7886, 2.6903, -0.0011, -0.0003, 0.0006
Si, -1.3628, -1.3572, 2.6795, -0.0009, -0.0002, 0.0014
Si, -0.0004, -0.0001, 4.0549, -0.0003, -0.0001, -0.0009
Si, 2.7172, 2.7224, 4.059, -0.0004, -0.0001, -0.0005
Si, -0.0192, 5.4423, 4.1377, 0.0006, 0, -0.0008
Si, 2.7069, -2.7261, 4.1677, 0, -0.0005, 0.0008
Si, 5.4542, 0.0096, 4.1701, -0.0001, 0.0001, 0.001
Si, 8.1702, 2.7226, 4.1378, 0.0001, -0.0007, -0.0009
Si, 5.4422, 5.4349, 4.0597, -0.0002, -0.0001, -0.0005
Si, 8.161, -2.7207, 4.0533, -0.0005, -0.0004, -0.0008
Si, 1.3448, -1.3956, 10.8207, -0.0004, -0.0004, -0.0004
Si, 4.1159, 1.3518, 10.8416, -0.0002, -0.0008, 0.0007
Si, 1.3492, 4.0849, 10.8701, 0.0002, -0.0005, 0.0002
Si, 4.0877, -4.0694, 10.8789, -0.0005, -0.0008, 0
Si, 6.8131, -1.3328, 10.9374, 0.0002, -0.0006, 0.0005
Si, -1.389, 1.3344, 10.9027, 0.0001, -0.0003, -0.0001
Si, 6.815, 4.061, 10.8288, -0.0003, -0.0005, 0.0003
Si, -1.3606, 6.83, 10.8491, -0.0002, -0.0001, 0.0006
Si, 2.7425, -0.0576, 12.11, -0.0002, -0.0001, -0.0023
Si, 5.5066, 2.6834, 12.2019, 0.0002, -0.0003, -0.0011
Si, 2.7124, 5.4542, 12.2105, 0.0002, -0.0006, -0.002
Si, 5.4415, -2.7105, 12.2615, 0.0002, -0.0005, 0.0002
Si, -2.7141, 0.0059, 12.3589, -0.0001, -0.0006, 0.0005
Si, -0.0183, 2.7074, 12.2067, 0.0006, -0.0007, -0.0015
Si, 8.1324, 5.4732, 12.1524, 0.0007, -0.0004, -0.0002
Si, -0.0205, -2.6955, 12.2306, 0.0005, -0.0011, -0.0014
Si, 1.3911, 1.2933, 13.4365, -0.0008, -0.0001, -0.0019
Si, 4.1317, 4.0935, 13.4725, 0.0005, -0.0004, -0.0003
Si, 1.3509, -4.0693, 13.5636, 0.0003, -0.0005, -0.0002
Si, 4.0366, -1.3778, 13.5774, 0.0003, -0.0011, 0.0009
Si, -4.089, 1.355, 13.7337, 0, -0.0006, -0.0001
Si, -1.4024, 4.1056, 13.4883, 0.0004, -0.0004, 0.0012
Si, 6.8066, -4.067, 13.6008, 0.0004, -0.0004, 0.0008
Si, -1.3369, -1.3612, 13.72, 0.0005, -0.0008, 0.0004
Si, 0.358, -0.2045, 14.906, -0.0002, -0.0005, 0.0051
Si, 2.9855, 2.4601, 14.6385, 0.0003, 0.0001, 0.005
Si, -0.2433, -5.2421, 14.7979, -0.0004, -0.0008, 0.0024
Si, 2.4759, -2.5179, 14.9202, 0.0008, -0.0006, 0.0041
Si, 5.0935, 0.1929, 14.9444, 0.0008, -0.0015, 0.0022
Si, -2.9913, 3.1161, 14.8793, 0.0016, -0.0009, 0.0027
Si, 5.599, 5.267, 14.8824, 0.0003, -0.0005, 0.0022
Si, -2.4664, -3.032, 14.9796, -0.0008, 0.0004, 0.0036
Si, 2.7702, -1.1719, -6.1922, -0.0014, -0.0003, -0.0047
Si, -2.4913, 4.7477, -10.4136, -0.0004, 0.0013, -0.0016
Si, 6.1318, -1.4798, -9.1308, -0.0024, -0.0012, -0.0016
Si, 4.7124, -1.8401, 22.2135, 0.0001, 0.0001, 0.0035
Si, 5.8756, -0.4975, -6.1152, -0.0003, 0.0004, -0.0036
Si, -1.1223, -2.2879, 24.2733, -0.0001, 0.0004, 0.0009
Si, 1.6378, 0.5207, -8.5947, -0.0014, 0.0017, -0.0002
Si, 1.141, -4.6514, 20.7233, 0.0003, -0.0008, 0.0034
Si, -2.6, 4.0697, 19.9579, 0.0003, -0.0006, 0.0062
Si, -2.1773, 2.7522, 22.6534, 0.0036, 0.0011, 0.0018
Si, 3.7206, -4.4247, 17.1124, 0, -0.0005, 0.0074
Si, 3.9431, -0.1292, 19.9389, -0.0012, -0.0008, 0.0057
Si, -1.9918, -3.9527, 20.3429, 0.0001, -0.0006, 0.0047
Si, 1.1149, 0.7919, 20.195, 0.0001, -0.0011, 0.0043
Si, -0.5635, 0.2903, 17.7439, 0.002, 0, 0.0096
Si, -2.1267, -3.1657, -9.5884, 0, 0, -0.0024
Si, 6.0427, -0.0235, 17.7813, -0.0004, -0.0003, 0.007
Si, 3.6087, -2.6848, 24.9772, 0.0002, -0.0009, 0.0005
Si, 0.928, -4.1584, 24.8452, 0.0011, 0.0005, -0.0004
Si, 2.5623, 2.5129, -2.0819, 0.0009, 0.0002, -0.0064
Si, 7.8751, -4.3404, -7.0116, -0.0003, 0.0019, -0.0041
Si, 3.5402, 2.6813, -8.6661, 0.0006, 0.0014, -0.0021
Si, 5.0272, -0.2284, -11.6978, 0.0004, 0.0009, -0.0012
Si, 8.0967, 2.2526, 17.6975, -0.0003, 0, 0.0067
Si, 3.4862, -3.0256, 19.7452, 0.0007, 0.0011, 0.0072
Si, 2.5264, 4.9339, 23.1987, 0, -0.0008, 0.0013
Si, 7.8281, -3.0501, -2.0631, 0.0012, -0.0005, -0.0054
Si, -2.5936, -2.0865, -4.9378, -0.003, -0.0007, -0.0064
Si, 0.8437, -2.1447, -10.016, 0.0002, -0.0004, -0.0018
Si, -2.6312, -2.0374, 17.8843, 0.0002, -0.0015, 0.007
Si, 5.6666, 2.4431, -6.5274, 0.001, -0.0018, -0.0009
Si, 5.3239, 4.4015, -10.6421, 0.0012, -0.0013, -0.0005
Si, 1.5625, 4.2004, 16.8555, 0.0013, -0.0007, 0.0064
Si, 2.2814, -3.8363, -7.6939, 0.0001, 0.0002, -0.0029
Si, -0.1136, 2.1232, -6.6203, 0.0004, -0.0004, -0.0056
Si, 5.3373, -5.1496, 24.1123, 0, 0.0006, 0.0008
Si, 0.329, 0.3321, -1.9986, -0.0009, -0.0032, -0.0093
Si, -2.5705, 3.7142, -7.5103, 0.0003, 0.0005, -0.0027
Si, -0.4392, 0.3705, 22.7035, 0.001, 0.0006, 0.0029
Si, 7.3954, 3.6787, 25.353, 0.0006, 0.0016, 0
Si, 0.4804, 2.9546, 23.7705, 0.0003, 0.0009, 0.0018
Si, 5.0999, -4.2029, -8.6629, -0.0006, 0.0069, -0.0035
Si, 4.0632, 4.0615, -4.3891, -0.0009, -0.0008, -0.0095
Si, 0.0144, -0.4657, -4.8733, -0.0005, 0.0039, -0.0084
Si, 0.465, 3.593, 19.5089, 0.0002, -0.0003, 0.0044
Si, 1.9199, 4.416, -6.6321, -0.0003, -0.001, -0.0047
Si, 5.5671, -5.2243, -2.1194, -0.0009, -0.001, -0.0079
Si, 7.2971, -3.1391, 22.8873, 0.0002, 0.0003, 0.0029
Si, 1.3413, -1.3405, 5.4684, 0.0001, 0, -0.0005
Si, 4.0616, 1.3789, 5.4644, 0, 0.0001, -0.0006
Si, 1.3654, 4.0668, 5.4402, 0.0001, -0.0004, -0.0002
Si, 4.0938, 6.7783, 5.4567, -0.0002, -0.0005, -0.0006
Si, 6.821, -1.3792, 5.4594, -0.0004, -0.0001, -0.0005
Si, -1.3403, 1.3484, 5.4491, -0.0002, -0.0002, -0.0003
Si, 6.7908, 4.0931, 5.457, -0.0002, 0.0002, -0.0006
Si, 9.5005, 6.8157, 5.4597, -0.0001, 0, -0.0006
Si, 2.7122, 0.0113, 6.8248, 0, -0.0004, 0.0006
Si, 5.4321, 2.7302, 6.8129, 0.0001, -0.0005, 0.0002
Si, 2.7242, 5.4193, 6.7939, -0.0003, -0.0002, -0.0005
Si, 5.4496, -2.7347, 6.8086, -0.0001, -0.0003, 0.0002
Si, -2.7025, -0.009, 6.7963, -0.0001, -0.0002, -0.0001
Si, 0.0177, 2.7105, 6.8037, -0.0001, -0.0001, -0.0003
Si, 8.1477, 5.452, 6.821, 0.0002, -0.0006, 0.0004
Si, -0.0148, -2.7104, 6.8156, 0.0001, -0.0002, 0.0004
Si, 1.3552, 1.3636, 8.1859, 0.0001, -0.0004, 0.0001
Si, 4.0712, 4.0814, 8.168, 0.0002, -0.0004, -0.0001
Si, 1.3647, 6.786, 8.1339, -0.0003, 0.0002, -0.0001
Si, 4.0912, -1.3642, 8.155, -0.0004, 0.0003, 0.0008
Si, 6.8107, 1.3524, 8.1374, -0.0002, 0.0002, 0.0002
Si, -1.3501, 4.0746, 8.1464, -0.0004, 0, 0.0001
Si, 6.7955, -4.0734, 8.1891, 0.0002, -0.0002, 0.0002
Si, -1.3694, -1.3529, 8.1715, 0.0002, -0.0006, 0.0004
Si, -0.0173, -0.0005, 9.5258, 0.0001, -0.0004, -0.0002
Si, 2.7248, 2.7221, 9.5295, -0.0002, -0.0003, -0.0001
Si, -0.0016, 5.447, 9.5047, 0.0002, -0.0009, -0.0001
Si, 2.7253, -2.7421, 9.4883, -0.0002, -0.0004, -0.0006
Si, 5.4717, -0.0094, 9.5082, -0.0002, -0.0006, 0.0001
Si, 8.1769, 2.7009, 9.4959, 0, -0.0002, -0.0005
Si, 5.429, 5.4334, 9.5224, -0.0001, -0.0005, 0.0001
Si, 8.146, -2.6888, 9.536, 0, -0.0004, -0.0001
O, 7.8067, -2.6575, 16.4538, -0.0005, -0.002, -0.0063
O, 3.4198, -1.4938, 19.25, 0.0001, -0.0007, -0.0047
O, 4.3247, -0.9081, -5.7441, -0.0003, 0.0003, 0.0021
O, -1.624, 2.5801, -6.9025, 0.0003, -0.0002, 0.0009
O, 1.3958, 1.4604, -2.4411, 0.0006, -0.0024, 0.0009
O, -1.3269, -4.1466, 15.3287, 0.0001, 0, -0.0019
O, 8.1308, 2.7317, -0.476, -0.0016, 0, -0.0015
O, 6.7098, 4.1601, 15.3322, -0.0017, -0.0004, -0.003
O, 3.0676, -3.1958, 16.2827, -0.0011, 0.0013, -0.0041
O, 5.1486, -4.9876, -10.0643, -0.0012, 0.0012, 0.0015
O, -0.2367, -0.4099, -3.2942, 0.0003, 0.0029, 0.0052
O, 4.5392, -0.4503, 21.4109, -0.0006, 0.0002, -0.0022
O, 7.5555, -2.0624, -9.6734, -0.0004, 0.0016, 0.0009
O, 2.2582, 3.1673, 15.8791, -0.0005, -0.0017, -0.0085
O, 7.151, -1.8739, -1.1893, -0.0011, 0.0022, 0.007
O, -1.5483, 1.4311, 18.3469, -0.0002, -0.0001, -0.0046
O, 4.4584, -4.5119, -1.1903, -0.0026, 0.0016, 0.0048
O, 3.4255, -0.388, -11.9628, 0.0008, 0.0019, 0.0001
O, 0.014, 5.4406, -0.4701, 0.0011, -0.0006, -0.0016
O, 4.9689, -5.0049, 16.2645, 0.0026, -0.0011, -0.0056
O, -0.9239, 0.9974, -1.2347, -0.0005, 0.0008, 0.0032
O, 1.8881, 3.4409, 23.0983, 0.0011, 0.0023, -0.0002
O, 3.6712, 1.7822, -1.1706, 0.0015, -0.0008, 0.0049
O, 2.9568, 4.6682, -5.4075, 0.0025, -0.0003, 0.0026
O, 1.4105, -1.3665, 15.4041, 0.0005, -0.0015, -0.0032
O, 7.5079, 3.3394, 18.7415, 0.0008, -0.0017, -0.0025
O, -0.0599, 0.6381, 16.2474, 0.0017, -0.0007, -0.0068
O, 6.2734, -0.8375, -7.657, -0.0011, -0.0048, 0.0014
O, 6.3899, -4.4671, -7.7017, 0.0005, 0.0036, -0.001
O, 7.9522, 3.3377, 21.3578, 0.0015, 0.0022, -0.0046
O, 4.4976, 3.3647, -9.7434, 0.0012, -0.0024, 0.0011
O, 1.5326, -2.197, -11.4855, 0.0015, 0.0007, -0.0001
O, 1.9015, 3.7587, -1.2779, -0.0012, 0.0016, 0.0055
O, 0.3407, 4.9731, 16.1584, -0.002, 0.0009, -0.0047
O, 6.9542, -1.1958, -5.1432, -0.0006, 0, 0.0037
O, -2.5061, -4.5059, -10.4268, 0.0004, 0.0007, -0.0005
O, 0.4722, -0.0386, 21.423, 0.0015, 0.0004, -0.0025
O, -0.9012, -1.0071, 23.3457, 0, 0.0008, -0.0007
O, -2.2348, 2.8383, 16.3008, -0.0004, 0.0011, -0.0051
O, -1.3623, -1.0931, 17.6088, -0.0003, 0.0012, -0.0017
O, 4.1919, -3.907, 18.5806, 0.0013, -0.0016, -0.0039
O, 4.0295, 1.3861, 15.2925, -0.0013, 0.0007, -0.0014
O, 6.7955, 3.1425, -7.4546, -0.0024, -0.001, 0.0022
O, 6.9069, 4.1377, -10.6052, -0.0008, 0.0007, -0.0009
O, -0.7698, 3.551, 22.8943, -0.0006, -0.0003, 0.0009
O, 6.2538, -1.9388, 22.6545, 0.0005, -0.0004, -0.0001
O, -1.836, -3.7247, -1.2429, 0.001, -0.0021, 0.0028
O, 2.6624, 1.5112, -9.371, -0.0011, -0.0007, 0.0024
O, 7.9362, -3.4737, -5.6771, 0.0009, 0.0025, 0.0018
O, 2.6349, 5.2895, 17.3606, 0.0014, -0.0009, -0.0015
O, 4.6053, -3.9747, 24.9771, 0.0009, 0.0008, -0.0009
O, 2.035, -3.0193, 25.0774, 0.0004, 0.0022, -0.0026
O, -1.7914, 1.205, 22.3483, -0.0002, 0.0006, -0.0011
O, 2.7233, -2.7004, -0.4056, -0.001, -0.0005, 0.0001
O, 6.9729, -1.1881, 18.4233, 0, -0.0004, -0.0022
O, 1.9027, -4.8878, 22.1363, 0.0003, 0.0005, -0.0042
O, -2.1487, -3.0914, 18.993, 0.0001, 0.0021, -0.0064
O, 1.3679, 4.8115, 20.0067, -0.0006, -0.0026, -0.0004
O, 4.1491, 4.959, 23.2797, 0.0006, 0, -0.0006
O, 2.4951, -0.2145, -7.4513, -0.0002, 0.0005, 0.005
O, -1.1861, -1.4206, -5.4593, -0.0004, 0.0005, 0.0046
O, 6.9105, 1.2455, 17.3194, 0.0004, -0.0001, -0.0009
O, 3.7021, -4.5734, -7.9679, 0.0014, 0.002, 0.0011
O, 7.7765, 2.9115, 23.9711, 0.0012, 0.0007, -0.001
O, -0.1101, -3.4742, 23.7945, 0.0004, 0.0005, -0.0012
O, 4.4375, 2.0423, -7.4892, -0.0009, 0.0004, 0.001
O, 0.6468, 0.1527, 18.7902, -0.0017, -0.0025, -0.0039
O, 1.9576, -3.5015, 19.9532, 0.0005, -0.0014, -0.0042
O, -2.6112, -3.1886, 21.6091, 0.0013, -0.0014, -0.0014
O, 3.831, -1.8886, 23.5755, 0.0003, 0.0007, -0.0009
O, -1.0569, 4.0425, 19.5357, -0.0008, -0.0002, -0.0032
O, 1.0267, -0.7971, -1.0951, 0.0005, -0.0001, 0.0026
O, 1.5652, -0.92, -5.1219, -0.0009, 0.0001, 0.0033
O, 5.4924, 1.3119, -11.9582, 0, 0.0001, 0.0003
O, 5.3826, -0.5386, 16.3912, -0.0021, 0.0001, -0.0053
O, -2.5212, 5.0577, -6.6146, -0.0005, 0, 0.0023
O, 6.7223, -4.1556, -2.4775, -0.0001, -0.0013, 0.0013
O, -2.4176, -2.3965, -3.376, -0.0015, -0.0013, 0.0034
O, 7.9476, -5.2518, 20.1175, -0.0005, -0.0007, -0.0046
O, 0.4741, 1.4374, -7.9588, -0.0006, -0.0003, -0.0002
O, 1.8896, -5.4179, 24.5704, -0.0001, -0.001, -0.0003
O, 5.2101, 3.3981, -5.3117, -0.0008, 0.0004, 0.0011
O, 0.424, 1.3318, 23.7044, 0.0002, -0.0005, -0.0006
O, 4.7705, 4.2689, -12.1388, -0.0012, -0.0007, 0.0005
O, 1.342, -5.0112, -7.0839, 0.0005, 0.0007, 0.0004
O, 6.4328, -4.4968, 23.1038, 0.0003, 0.0009, -0.001
O, 0.9706, -0.6009, -9.533, 0.0005, 0.0009, 0.0021
O, 0.9709, 3.2668, 18.025, 0.0014, 0.0006, -0.0055
O, -0.4322, -4.2628, 20.7017, -0.0005, 0.0006, -0.0047
O, 0.7463, 3.4133, -6.1507, -0.0004, -0.0005, 0.0004
O, -1.4692, 4.2833, -11.5933, 0.0007, 0.0007, 0
O, 3.2923, 3.0073, -3.4298, -0.0026, -0.001, 0.0046
O, 5.4322, -0.0206, -0.4213, 0.0011, 0.0003, 0.003
O, 2.5701, 3.7511, -7.956, 0.0009, 0.0011, 0.0008
O, 4.2964, -3.0386, 21.1664, 0, -0.0004, -0.0035
O, 6.1511, 1.0679, -5.8634, -0.0001, 0.0013, -0.0002
O, -1.9827, -3.6293, -8.0473, 0.0014, -0.0003, 0.0021
O, 0.229, 3.4608, 25.2927, 0.0015, 0.0004, 0.0013
O, 5.0229, 0.4936, 18.9205, 0.0009, 0, -0.0048
O, 5.0277, -2.6443, -9.0194, 0.0037, 0.0012, 0.0005
O, -2.0347, 4.127, -8.9873, -0.0005, -0.0007, 0.0016
O, -0.1448, 1.0255, -5.4555, 0.0012, -0.0057, 0.0002
O, 0.604, 2.2982, 20.4348, -0.0004, 0.0004, -0.0058
O, 2.5935, -2.7148, -6.5929, -0.0014, 0.0035, 0.0011
O, 6.2504, 4.4184, -1.3122, 0.002, -0.0018, 0.0016
O, 1.6054, -3.1618, -9.0052, 0.0008, -0.0003, 0.0007
O, 6.1773, 4.7242, 25.0631, 0.0009, 0.0006, -0.0008
O, -0.7279, -2.5402, -10.1001, 0.0006, -0.0003, -0.0018
O, -2.6496, -2.8155, 24.1693, -0.0002, 0.0006, -0.0007
O, 4.814, 5.157, -3.4605, 0.0019, 0.0013, 0.0051
O, 2.7179, 0.8738, 20.1733, 0.0003, 0.0007, -0.0015
O, 5.4822, -0.4409, -10.1656, 0.0022, -0.0019, 0.0032

Results
free energy: -155994.242 eV
free energy less fixed offsets of O -570.45, Si -639.56 eV per atom: -7.202 eV

The program warned: the cutoff lies below the one the program advises for these potential files; the forces do not sum to zero within the program's tolerance; empty levels may hold ghost states of the PAW files; the exchange-correlation potential is rough where the density is thin.
